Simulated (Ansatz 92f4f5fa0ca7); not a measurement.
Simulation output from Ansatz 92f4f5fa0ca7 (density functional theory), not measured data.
Periodic cell of 150 atoms, Si88O58N4, from a study of silicon, its oxide and their interface. The atomic structure is a simulated model.

Settings: functional r2SCAN; potential files Ansatz norm-conserving; basis plane waves; wave-function cutoff 1300 eV; density cutoff ratio 4; exchange-correlation grid ratio 1; k mesh 2 x 2 x 1, shifted by 0.5 0.5 0.5 of a step; self-consistency stop 5e-08 eV per atom in the density residual; occupations Fermi-Dirac, 0.05 eV; spin none; net charge 0.

Cell vectors (angstrom)
a, 10.88, 0, 0
b, 0, 10.88, 0
c, 0, 0, 21.5202

Atoms and the computed forces on them: element, x, y, z (angstrom), force x, y, z (eV/angstrom)
Si, -0.8995, 0.754, -0.0619, 0.6647, -1.9175, -2.0416
Si, 2.005, 2.9663, -0.6773, -0.3202, -0.8396, 0.3597
Si, 0.6689, 5.5892, -0.2829, -3.0368, 1.6438, -0.1905
Si, 3.5478, 7.3766, -0.0949, -0.7313, 0.8553, -0.8169
Si, 5.6446, -0.3171, 0.1365, 0.4216, 0.8966, -2.9169
Si, 8.2635, 2.4757, -0.0764, 0.0622, 1.1596, -0.2307
Si, 5.2695, 5.6427, -0.0966, -1.8478, -0.3015, 2.2061
Si, 7.6447, 8.3119, -0.1193, 2.7645, -0.3945, 1.6277
Si, 0.5657, 1.2447, 1.5759, -1.1892, 3.7989, -2.59
Si, 4.2031, 3.8334, 1.126, 1.212, 2.8406, 3.1675
Si, 1.8271, 6.7474, 1.2922, -1.1516, -0.77, 1.4113
Si, 4.234, 9.2151, 1.1406, -0.7693, -0.3942, 2.2316
Si, 6.7526, 1.2983, 1.2987, -0.7599, 1.3349, 0.681
Si, 9.3086, 3.9115, 1.4693, 1.3313, 1.4687, -1.5214
Si, 6.7827, 6.6603, 1.3503, -1.5241, 1.921, -1.4977
Si, 9.356, 9.6677, 1.1299, -0.6838, -1.5986, -0.015
Si, -0.3139, 2.6266, 3.0689, 0.0164, 1.4377, 0.1055
Si, 2.9259, -0.412, 2.7586, -0.3333, 0.2714, -0.2713
Si, 0.0639, 7.9493, 2.5503, 0.0982, 1.3147, -0.8253
Si, 2.6817, 5.0748, 2.7193, 1.9615, 1.6019, -0.594
Si, 5.5026, 2.8082, 2.8504, -0.4528, -1.3437, -1.0104
Si, 7.8773, -0.1121, 2.7075, 1.7791, -0.0979, -0.2681
Si, 5.5742, 8.0318, 2.8153, -0.9473, 0.0369, -1.3417
Si, 7.9889, 5.4533, 2.6359, 2.4614, -1.3918, 1.0106
Si, 1.4303, 3.853, 4.14, -0.7194, -0.211, 1.1752
Si, 4.4399, 0.9822, 4.2006, -2.7186, 2.3004, -1.7888
Si, 1.2741, 9.3414, 4.0529, 1.0325, 0.1867, 0.1928
Si, 4.1544, 6.9592, 4.2168, -1.1323, -2.2533, 0.0301
Si, 6.8292, 4.273, 4.1576, -1.1718, -0.805, -0.1761
Si, 9.0502, 1.3517, 4.1359, 1.3152, -1.898, 0.5303
Si, 6.8898, 9.2749, 4.1693, 0.7542, 0.7212, -0.1053
Si, 9.5486, 6.6246, 3.9529, -0.0398, 0.8215, -0.0563
Si, -0.0089, -0.0784, 5.3823, -1.824, -0.6561, -0.2424
Si, 2.7756, 2.4014, 5.5946, 0.6218, 0.9109, -0.4691
Si, 0.113, 5.5122, 5.3716, 0.2748, -0.9283, -0.8581
Si, 2.8708, 8.374, 5.5995, -1.8971, -1.4736, -0.5709
Si, 5.7715, -0.1248, 5.5064, 0.7659, 0.4892, 2.0795
Si, 7.9604, 2.7839, 5.4633, -0.1531, 0.0419, 0.7087
Si, 5.5298, 5.5379, 5.5781, -0.0614, 1.197, -0.9213
Si, 8.2758, 8.0455, 5.5381, -0.1452, 0.1069, -0.0761
Si, 1.1284, 1.2151, 6.8663, 2.3628, -1.6938, -0.7706
Si, 4.233, 4.2458, 6.8186, -0.6836, -2.3539, -0.6941
Si, 1.1599, 6.9727, 6.821, 1.5525, 0.5973, 0.2944
Si, 4.2705, 9.6635, 6.8417, 0.3716, -0.1891, 1.7867
Si, 6.6503, 1.679, 7.1025, -0.1723, -1.3449, -0.7795
Si, 9.4052, 4.2404, 6.4323, 0.4702, -0.5645, 1.5513
Si, 6.6518, 7.0675, 6.9289, 0.9715, -0.4239, 1.3206
Si, 9.3904, 9.4852, 7.0524, 2.9049, -0.1845, -0.9426
Si, -0.3133, 2.5257, 7.7856, -1.4074, 3.5517, 2.2853
Si, 2.6957, -0.1904, 8.1833, -1.3107, 0.4479, -2.5572
Si, 0.0773, 8.3022, 8.5912, -1.3443, -1.4672, -0.7438
Si, 2.7962, 5.5208, 7.8372, -2.2296, 1.4972, 1.4248
Si, 5.3131, 2.9733, 8.4074, 0.1217, 0.6008, -0.2508
Si, 7.7929, 0.4828, 8.8656, 0.3054, 0.0731, 1.5541
Si, 5.2627, 8.3237, 8.7431, -0.7813, -0.4376, -1.0277
Si, 8.3119, 5.6546, 8.012, 0.9331, -0.5451, -1.2213
Si, 1.426, 3.9295, 8.8386, -1.8627, -0.3565, 0.5268
Si, 3.0259, 1.3202, 9.6761, 1.9402, 2.8533, 3.0549
Si, 1.8895, 9.227, 9.625, -0.7401, -0.3775, 1.1353
Si, 3.1341, 7.267, 9.5007, 1.6033, 0.5226, -0.9385
Si, 6.937, 4.3963, 9.3231, 1.2831, -0.2074, 2.0386
Si, 9.0049, 2.2563, 9.9084, -0.8838, 1.0334, 0.7391
Si, 6.3887, 9.3639, 10.6394, -0.0883, 2.025, 1.224
Si, 10.1167, 6.2421, 9.6769, -0.4053, 0.6553, -2.6676
Si, 4.2414, 10.2265, 13.7173, 0.4602, -0.3033, 1.6771
Si, -4.2236, 5.5534, 13.8383, -1.5561, -3.0176, -0.707
Si, 1.876, 5.5257, 11.2245, -2.3197, -0.0206, 1.2609
Si, 3.2109, 3.4814, 15.6307, -1.3023, 0.7839, -0.1808
Si, 7.419, 6.5317, 11.2898, 1.18, -1.6041, -0.1923
Si, 11.8446, 5.0938, 16.4563, -0.6297, 2.1762, -0.8586
Si, -6.9229, 4.1082, 12.7063, -0.133, -2.6393, 2.1951
Si, -3.9657, 8.4004, 13.5468, -0.5761, 1.4798, -1.6379
Si, 2.0968, 10.4464, 11.7898, -3.1304, 0.3954, 1.0614
Si, -0.0917, -0.3275, 16.7432, 1.1534, -2.273, 0.3011
Si, 8.7473, 10.599, 14.5925, 2.1032, 1.241, 0.381
Si, 7.8487, 10.1974, 17.4491, 0.0291, -1.9859, 0.4762
Si, 10.3067, 12.2591, 12.7591, 0.9437, 1.9269, -3.339
Si, 0.964, 4.1123, 13.6549, 0.056, -1.5066, 2.2288
Si, 2.7491, -2.0807, 18.7932, 2.8853, -0.3075, -3.5733
Si, 4.6405, 12.0129, 16.065, -1.6636, -2.366, -0.1365
Si, 6.0366, 14.5141, 16.2255, -0.066, 0.654, -0.3227
Si, 7.9987, 18.2477, 18.567, 2.9251, -3.3115, 0.793
Si, 5.138, 10.7198, 18.6321, -0.5102, -1.0497, -0.528
Si, 6.949, 4.4808, 19.078, -2.5876, -0.4111, 1.1586
Si, -6.1858, 11.8476, 12.2532, -1.0036, 0.1647, -2.0509
Si, 0.146, 17.8329, 18.4993, -0.6659, -0.4729, -1.1341
Si, 1.6085, 7.8496, 16.9581, 0.1613, 0.7187, 3.6453
Si, 12.2389, 11.5316, 19.1149, -2.2645, 1.7955, -1.7751
O, -0.8104, -5.8556, 21.8301, 0.6919, -0.6949, 0.8382
O, 0.0682, 2.6957, 13.4523, 1.2924, 0.9445, -0.3545
O, 11.6417, 9.0849, 16.4484, -1.5348, 3.2456, -0.1918
O, 3.2712, 2.9159, 21.8006, 1.1031, -1.5543, -2.0393
O, 1.9069, 11.4445, 1.8452, 3.2624, -1.9093, 0.6928
O, 0.3392, 6.7742, 20.0602, -0.0891, -1.9047, 2.3423
O, 1.4592, 15.2723, 20.569, 0.734, 2.1677, -1.7555
O, 0.9828, 2.4634, 21.8869, -2.6648, -2.3157, 2.8385
O, 6.7445, -1.3387, -0.622, -0.6382, 0.0934, 0.077
O, -8.2457, -2.9762, 20.0759, 1.5922, -1.3893, 2.0946
O, 3.3235, 12.7318, 15.454, 0.0805, 1.6856, 1.2686
O, 5.0715, 11.1778, -1.335, -0.2107, -0.0118, 0.1962
O, 5.5635, 4.9592, 20.0394, 2.1205, -0.9989, -3.2722
O, 11.0244, 11.2116, 20.1214, -1.5192, 0.4875, 1.4486
O, 6.5525, 14.4572, 17.7502, 0.7221, 0.282, 1.1459
O, -12.0434, 1.9858, 11.304, 0.7214, -0.8056, 0.5825
N, 0.4752, 5.1046, 9.9979, 3.694, -0.3404, 1.0862
O, 5.1237, 5.1269, 13.106, 2.1749, 1.1983, 1.1908
O, 4.527, 1.9514, 9.3664, 0.6378, -0.5389, 0.4174
O, 2.8641, 6.8958, 11.0959, -1.8459, -1.1304, 0.1573
O, 7.6919, 10.0391, 9.9636, 0.3816, 1.0535, -1.842
O, 3.1609, 4.5264, 11.3912, -1.1771, -0.1592, -0.3123
O, -2.0248, 10.8316, 7.7717, 0.258, -0.6744, -0.3938
O, 7.999, 3.577, 10.426, -0.1347, -0.9019, -2.6364
O, 6.4218, 5.7142, 10.2487, 0.1904, 0.4034, 0.6833
O, 4.6604, 2.6024, 12.3964, 0.8312, 0.4589, 0.402
O, 7.7404, 5.5766, 12.6037, -1.6519, 0.0362, 0.8118
O, 5.8877, 10.9048, 11.4639, -0.5449, -1.0251, -0.6849
O, 8.9364, 6.5057, 10.6983, -0.5933, 0.9536, 1.3552
O, 13.609, -1.0639, 13.175, 0.5473, -0.7173, 0.2381
N, -7.7585, 0.7868, 11.3929, 1.9478, 1.0415, -2.7655
O, -3.5201, 8.5677, 17.8727, -1.4937, 4.9052, -2.2753
O, -2.4582, 9.2012, 13.8576, -2.8318, -0.9498, -0.5882
O, -4.0312, 7.035, 14.4098, -0.3804, 0.8509, 0.4819
O, 0.8206, 5.3676, 12.6287, 2.0849, -0.2462, -1.794
O, 4.4146, 10.5365, 15.3005, 0.5844, 1.5853, 1.1473
O, 2.2926, 2.7756, 9.6793, -1.8235, 0.463, -0.4762
O, 6.8053, 4.4356, 15.052, 0.9343, 1.3064, -0.6736
O, -1.9929, 11.8665, 13.4559, -0.1842, -2.4888, 1.9629
O, 4.2874, 11.67, 17.6399, 0.7461, 1.3504, -0.9261
O, 16.2565, 9.0543, 13.6724, 1.992, -0.8339, -0.4488
N, -8.1492, 3.8974, 14.0478, -0.4071, 1.1304, -2.6836
O, 0.2513, 4.4669, 15.1042, 0.2761, 1.5427, 0.8784
N, -3.9626, 8.1055, 11.755, -0.3353, 0.194, 0.7797
O, 1.8406, 6.5622, 16.0521, -0.9391, -1.5057, -0.5395
O, 1.904, 13.0271, 19.4962, 1.1189, -1.6591, -1.2298
O, 0.6409, 0.4299, 12.1609, 0.0974, -1.6082, 0.8695
O, 2.2941, 10.2712, 19.1214, -1.0985, 1.5721, 0.9163
O, 6.7256, 11.1808, 18.0265, -1.7544, -1.7706, 1.9611
O, 10.934, 5.4699, 17.7821, 0.7418, -2.0505, -1.8537
O, 10.2975, 21.5754, 15.2439, -1.7058, 0.834, -2.012
O, 7.7954, 10.5771, 15.9144, -0.9746, 0.3107, -3.3612
O, 5.9017, 13.0028, 15.7, -0.2986, -2.1565, 0.2612
O, -1.31, 7.5601, 18.1908, -0.8067, -0.3461, -1.0258
O, 9.4246, -0.4158, 17.6302, 0.0028, -0.6918, 1.6576
O, 0.7505, 11.7076, 17.4945, 0.9328, -0.788, 1.5133
O, -6.3438, 15.0953, 16.2195, 0.0816, -0.336, -0.3385
O, 2.179, 15.0255, 16.7134, 0.8498, -2.3862, 0.5513
O, 7.7322, 3.6738, 20.2848, 0.4646, -0.9765, -0.8001
O, 8.2466, 7.4649, 20.1407, -1.6631, 0.5159, 1.8525
O, 4.2778, 9.2342, 18.3309, 3.2971, 1.2785, 1.0966
O, 7.278, 5.8594, 18.3158, 1.7841, 2.118, 0.2679

Results
free energy: -38419.389 eV
free energy less fixed offsets of N -289.75, O -463.61, Si -117.95 eV per atom: 8.591 eV
pressure: -0.83 GPa
stress xx, yy, zz, yz, xz, xy (GPa, positive in tension): -0.02, 1.01, 1.5, 0.64, 0.2, 0.69
